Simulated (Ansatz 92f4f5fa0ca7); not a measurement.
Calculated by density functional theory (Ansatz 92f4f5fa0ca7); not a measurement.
Periodic cell of 259 atoms, Si165O94, from a study of silicon, its oxide and their interface. The atomic structure is a simulated model.
Doubt: the cutoff is far below the 930 eV that the study's wrapper takes by default for these files, so forces and energies are approximate.

Settings
functional: PBE
potential files: Ansatz PAW
basis: plane waves
wave-function cutoff: 580 eV
density cutoff ratio: 5
exchange-correlation grid ratio: 1
k mesh: 1 x 1 x 1, Gamma-centred
self-consistency stop: 5e-08 eV per atom in the density residual
occupations: fixed
spin: none
net charge: 0

Cell vectors (angstrom)
a	10.938	0	0
b	0	10.938	0
c	0	0	38.2343

Atoms and the computed forces on them: element, x, y, z (angstrom), force x, y, z (eV/angstrom)
Si	0	0	0.683	0.006	-0.0102	0.0086
Si	5.469	0	0.683	0.0058	0.0047	0.0049
Si	2.7345	2.7345	0.683	-0.0069	0.0371	-0.0012
Si	8.2035	2.7345	0.683	-0.015	0.0191	-0.016
Si	0	5.469	0.683	0.0038	0.0258	0.0012
Si	5.469	5.469	0.683	-0.0146	0.0377	0.0061
Si	2.7345	8.2035	0.683	0.0369	0.0163	-0.0271
Si	8.2035	8.2035	0.683	0.0054	0.0412	-0.0017
Si	1.3673	1.3673	2.0503	-0.0789	0.0618	0.0414
Si	6.8362	1.3673	2.0503	-0.0433	0.0532	-0.0549
Si	4.1018	4.1018	2.0503	0.014	-0.016	0.0475
Si	9.5708	4.1018	2.0503	-0.0387	-0.0433	-0.0005
Si	1.3673	6.8362	2.0503	0.0297	-0.0156	-0.1344
Si	6.8362	6.8362	2.0503	-0.0366	-0.0296	0.0608
Si	4.1018	9.5708	2.0503	-0.0358	-0.0709	-0.1109
Si	9.5708	9.5708	2.0503	-0.1273	0.0374	0.0121
Si	2.7345	0	36.1828	-0.1328	0.0848	0.048
Si	8.2035	0	36.1828	0.0085	-0.0967	-0.0598
Si	0	2.7345	36.1828	0.1136	-0.0245	-0.0631
Si	5.469	2.7345	36.1828	0.0284	0.0874	0.0494
Si	2.7345	5.469	36.1828	0.0256	-0.0175	-0.0137
Si	8.2035	5.469	36.1828	0.0514	0.026	0.0298
Si	0	8.2035	36.1828	0.0904	0.0639	-0.0336
Si	5.469	8.2035	36.1828	0.1267	-0.0653	0.0124
Si	4.1018	1.3673	37.5501	-0.0067	-0.0332	-0.0022
Si	9.5708	1.3673	37.5501	0.0191	-0.0357	-0.0109
Si	1.3673	4.1018	37.5501	0.0101	-0.0132	0.0039
Si	6.8362	4.1018	37.5501	-0.004	-0.0108	0.0104
Si	4.1018	6.8362	37.5501	0.0343	-0.0561	0.0027
Si	9.5708	6.8362	37.5501	-0.0238	-0.0138	0.0012
Si	1.3673	9.5708	37.5501	-0.0353	0.0105	0.0169
Si	6.8362	9.5708	37.5501	-0.0228	-0.0108	0.0043
Si	-0.4894	0.3253	28.2577	0.0078	-0.0141	-0.0179
Si	5.2015	0.2613	28.1331	-0.0198	0.0097	-0.0101
Si	2.9697	2.5168	28.0492	0.0115	-0.0099	0.0213
Si	8.7322	2.0384	27.9408	-0.012	0.0108	0.0001
Si	-0.4089	5.9827	27.1052	-0.0082	-0.02	0.0579
Si	5.7697	6.0145	27.8007	0.0106	-0.001	0.0068
Si	3.3588	8.1301	27.85	0.0112	-0.0088	-0.0061
Si	8.4672	8.237	28.0242	-0.0068	-0.0148	-0.011
Si	1.33	1.3725	29.2955	0.0007	-0.0015	-0.0044
Si	6.9051	1.3365	29.2883	0.0173	0.0143	0.0055
Si	4.1316	3.9862	29.4376	-0.004	0.0099	0.0002
Si	9.4304	3.8923	29.2008	-0.0025	0.0287	-0.0409
Si	1.6691	7.0189	29.1269	-0.0146	-0.0177	-0.0255
Si	7.0581	6.9802	29.433	-0.0021	-0.0066	0.0012
Si	4.1863	9.6114	29.4532	-0.0068	-0.0225	0.0035
Si	9.5274	9.6353	29.5747	0.0041	-0.0062	0.0139
Si	2.6746	-0.0258	30.7052	0.0031	0.008	-0.0034
Si	8.1266	0.0251	30.8494	-0.0015	0.0021	-0.0084
Si	0.0559	2.8179	30.662	0.0106	0.0002	-0.0004
Si	5.5417	2.6643	30.7607	-0.0057	-0.0059	-0.0204
Si	2.8099	5.5453	30.647	0.009	-0.0108	-0.0115
Si	8.2303	5.3635	30.6715	0.007	0.0062	-0.0056
Si	0.0984	8.1639	30.6234	-0.0023	0.0042	-0.0029
Si	5.5772	8.251	30.7798	0.0011	0.0069	-0.0151
Si	4.1082	1.3087	32.0717	-0.003	-0.0008	0.0109
Si	9.5966	1.4309	32.0605	0.0032	0.0017	0.0066
Si	1.4363	4.1526	32.0391	-0.0031	0.0043	0.0051
Si	6.8457	4.0879	32.1116	0.0118	0.0027	0.0077
Si	4.1605	6.8626	32.0725	-0.0033	-0.0022	0.0086
Si	9.6454	6.7654	31.9908	0.0002	-0.0004	0.0087
Si	1.3585	9.5424	32.0877	-0.0011	-0.0025	-0.0007
Si	6.8414	9.5873	32.2177	-0.0014	-0.0022	0.0134
Si	-0.002	0.0121	33.4281	-0.0006	0.0016	0.0024
Si	5.4426	-0.0025	33.5191	0.0003	0.0065	-0.0008
Si	2.7659	2.7431	33.4112	0.0021	-0.0044	0.003
Si	8.2333	2.7523	33.466	-0.0032	0.002	0.0043
Si	0.0475	5.4654	33.4372	-0.0031	-0.0039	-0.0012
Si	5.4836	5.4738	33.4583	-0.005	0.0026	0.0018
Si	2.7611	8.2053	33.4416	0.0017	0.0008	0.0051
Si	8.2743	8.156	33.4185	0.0044	0.0004	0.0011
Si	1.3809	1.3779	34.7922	0.0015	0.0031	0.0002
Si	6.8474	1.3827	34.8234	-0.0001	-0.0038	0.0008
Si	4.1075	4.1036	34.8121	-0.0005	-0.0019	0.0029
Si	9.5938	4.12	34.8185	0.0035	0.0013	0.0011
Si	1.3853	6.8465	34.8112	-0.0005	-0.0014	0.0021
Si	6.8604	6.8424	34.8073	0.0028	0.0014	0.0008
Si	4.0882	9.5611	34.8451	-0.0029	-0.0028	0.0024
Si	9.5817	9.5706	34.8039	-0.0035	-0.001	-0.0001
Si	2.7335	-0.0036	3.4021	-0.0021	0.0007	0.0006
Si	8.1913	0.0112	3.4196	0.001	-0.0003	-0.0013
Si	-0.0205	2.7289	3.4326	0.0006	-0.0007	-0.0006
Si	5.4672	2.7297	3.4257	0	0.0008	0.0017
Si	2.7169	5.4603	3.4145	0.0005	-0.003	-0.0022
Si	8.1896	5.4502	3.4227	-0.0009	0	0.0014
Si	-0.0097	8.1917	3.3979	-0.0009	0.0016	0.0004
Si	5.4576	8.203	3.4174	0.0019	-0.0013	-0.0019
Si	4.0908	1.3559	4.7753	0.0032	-0.0002	-0.0004
Si	9.5187	1.3902	4.8183	-0.0004	0.0005	-0.0004
Si	1.3454	4.1035	4.793	-0.0023	0.0003	0.0025
Si	6.8271	4.0864	4.8219	0.0003	-0.0005	0.0017
Si	4.0718	6.8365	4.7722	-0.0002	0.0001	-0.0044
Si	9.5731	6.8175	4.7593	-0.0008	-0.002	-0.0002
Si	1.3216	9.5982	4.7413	0.0006	0.0008	-0.0024
Si	6.8003	9.6019	4.773	0.0007	0.0016	0.0014
Si	-0.0389	0.0098	6.134	0.0016	-0.0036	-0.0036
Si	5.4396	0.0179	6.1889	0.0037	0.0077	-0.0077
Si	2.7009	2.6976	6.1216	-0.006	-0.0012	-0.0051
Si	8.1698	2.7309	6.2667	-0.0041	0.0005	-0.0024
Si	-0.0305	5.4571	6.1796	-0.0053	-0.0042	-0.0072
Si	5.4263	5.4624	6.1408	0.0089	-0.0062	-0.0022
Si	2.6712	8.2275	6.0816	-0.0026	0.0009	-0.0008
Si	8.21	8.2293	6.0512	0.0019	0.0025	-0.0072
Si	1.3046	1.378	7.5082	-0.002	0.0045	0.0177
Si	6.7741	1.3499	7.6566	0.0009	-0.0011	0.005
Si	4.0814	4.018	7.487	0.0009	0.0091	0.015
Si	9.5647	4.1193	7.632	0.0005	-0.0009	0.0044
Si	1.332	6.8833	7.4771	0.006	0.0006	0.0058
Si	6.8601	6.878	7.3865	-0.0076	-0.0031	0.0163
Si	3.9861	9.5938	7.4641	-0.0013	-0.0057	0.0087
Si	9.5409	9.554	7.469	-0.0066	0.0049	0.0175
Si	2.6245	0.0001	8.8857	-0.0062	0.0102	-0.002
Si	8.2372	-0.0423	8.9162	0.0125	-0.0005	-0.0132
Si	-0.0389	2.672	8.9908	0.006	-0.007	-0.0129
Si	5.3847	2.734	9.0309	-0.0005	0.0054	-0.0027
Si	2.7555	5.5044	8.7359	0.0048	-0.0086	-0.0268
Si	8.1484	5.5681	8.8612	-0.011	0.001	0.0017
Si	-0.075	8.1937	8.8767	-0.0107	0.0002	-0.0081
Si	5.3545	8.1344	8.6706	0.0094	-0.0043	-0.014
Si	3.7559	1.5015	10.291	-0.005	-0.002	0.0072
Si	9.7287	1.1239	10.2791	0.0103	-0.0175	0.0167
Si	1.3477	3.5461	10.683	-0.0026	-0.0055	0.0056
Si	6.605	4.4267	10.1975	-0.0072	0.0115	-0.0097
Si	4.3471	6.5572	9.9949	0.0073	0.0008	0.0255
Si	9.3405	7.0418	10.2831	-0.0046	0.0013	0.0048
Si	0.9987	9.8094	10.1934	-0.0219	0.0282	0.006
Si	7.3546	9.4855	10.5547	0.0078	-0.0029	0.0025
O	16.1648	4.5679	28.3221	-0.006	-0.0054	0.008
O	9.6244	7.3158	27.3049	0.0169	-0.0307	0.0027
O	2.6236	2.5279	10.9902	0.0016	-0.0015	0.0001
O	8.3408	8.2176	10.9139	-0.0057	0.0039	-0.0002
O	11.9518	6.1254	27.8851	-0.0445	0.0107	0.0118
O	-1.1326	4.7256	27.8154	0.0259	0.0354	0.0115
O	5.4433	5.5086	10.677	-0.0018	0.0025	-0.0002
O	-0.0823	0.0003	10.7764	0.01	-0.0094	-0.0095
O	7.5043	3.9938	11.5187	0.0002	-0.0008	0.0066
O	4.4632	0.5396	11.4383	-0.0102	0.0079	-0.009
O	9.9836	6.2148	11.5546	-0.006	0.0053	-0.006
O	3.6508	7.3513	11.2414	0.0146	-0.0151	-0.0196
O	0.6045	4.0691	12.07	0.0049	-0.0036	-0.0028
O	6.9137	10.2433	11.9383	0.0048	-0.0088	-0.0031
O	9.0458	1.8013	11.6386	0.0037	-0.0023	-0.0056
O	1.5904	9.0381	11.5136	-0.0021	0.0021	0.0046
O	-0.133	5.7011	25.5258	-0.0031	0.0005	0.0083
O	3.0002	8.7708	26.3726	0.0041	-0.0014	0.0076
O	8.5821	2.49	26.3029	0.0033	-0.0016	0.004
O	-0.1626	10.2404	26.978	-0.0012	0.0125	0.0146
O	6.6594	5.7494	26.4313	-0.0009	0.0011	0.002
O	2.6225	3.2173	26.5984	-0.0037	0	-0.006
O	7.5694	8.8533	26.7887	0.0021	0.0005	0.0001
O	5.5403	10.5108	26.6887	0.0028	0.0013	0.0044
Si	4.3789	0.3325	15.1507	-0.0058	-0.0017	-0.0042
Si	3.2711	3.7206	25.1877	0.0064	-0.0026	0
Si	-1.6559	4.0708	17.6934	-0.0009	0.0011	-0.0014
Si	13.4317	7.5753	17.4967	0.0013	0.001	-0.0032
Si	5.7725	0.3737	12.4074	-0.0032	-0.0016	-0.0004
Si	3.7885	9.4436	19.4607	0.0015	0.0018	-0.0013
Si	-5.6845	11.536	17.9309	-0.0008	-0.0018	-0.0003
Si	0.7002	11.5453	20.9256	0.0019	0.001	-0.0018
Si	4.3321	2.0976	22.7901	-0.0007	0.0009	0.0014
Si	0.0069	8.3618	16.2782	0.0003	0.001	-0.0036
Si	9.1701	8.876	23.262	-0.0001	-0.0004	0.0005
Si	8.7602	0.8717	22.2619	0.0011	-0.0022	-0.0008
Si	5.974	5.4243	24.9814	-0.0031	-0.0006	0.0023
Si	1.0999	5.5167	21.433	0.005	0.0001	-0.0059
Si	-0.6163	9.79	18.8389	0.0008	-0.0027	-0.0009
Si	6.7862	9.9332	25.851	-0.0016	-0.004	0.0068
Si	3.281	4.6482	18.1936	-0.0008	-0.0003	-0.0016
Si	7.6919	3.7886	15.2609	-0.0025	0.0038	0.0006
Si	0.1755	5.5908	12.5635	0.0044	0.0025	-0.0034
Si	0.7176	3.2691	19.4093	0.0028	0.0045	-0.0006
Si	7.86	2.6524	12.3863	-0.0013	-0.0019	-0.0053
Si	2.43	7.8151	12.1865	0.003	0.001	-0.0017
Si	8.7471	1.4343	25.0548	0.0055	0.0006	-0.0033
Si	-2.9611	5.4857	20.2372	0.0014	-0.0015	0.0002
Si	-0.6897	7.5115	20.7387	-0.0021	-0.0026	-0.0012
Si	-4.5754	8.0274	23.5247	0.0023	-0.0062	-0.001
Si	1.0589	5.8854	24.4234	0.0085	0.0009	-0.002
Si	6.2967	8.1305	20.4521	0	-0.0005	-0.0003
Si	15.763	3.0011	16.2458	0.0002	0.0024	-0.0002
Si	-1.313	5.9042	15.388	-0.0063	0.0013	-0.0002
Si	-4.4619	4.0873	22.4774	-0.0019	-0.0011	-0.0001
Si	3.9302	4.3966	21.0742	0	-0.0021	0.0013
Si	2.3656	8.8242	24.8697	0.0001	-0.0015	0
Si	-8.3958	-1.9807	14.935	-0.0026	0.003	-0.0023
Si	7.6993	-0.1074	19.7711	-0.0027	-0.0018	0.0022
Si	3.1384	-0.6236	22.3595	0.0029	0.0034	0.0016
Si	-0.149	-0.6252	25.3609	0.0026	0.0007	0.0076
O	3.1102	8.389	13.5357	-0.0042	-0.0023	0.0012
O	7.424	-1.6313	20.2999	0.0001	0.0006	0.0016
O	8.3791	3.1952	16.6352	0.0012	0.0002	0.0002
O	2.1938	4.7453	24.5661	-0.0031	0.0033	0.0002
O	-1.2679	-3.4187	15.6915	0.0021	-0.0024	0.0042
O	5.1753	2.1976	17.6325	-0.0014	0.0037	-0.0019
O	2.6186	8.792	18.5598	-0.0002	-0.0006	0.0014
O	3.3545	9.4692	21.0061	-0.001	0.0009	0.008
O	6.0875	3.6262	15.4311	-0.0016	-0.0048	0.0061
O	5.1818	4.9557	21.9521	0.0019	-0.0003	0.0012
O	4.0935	1.9455	15.2285	0.0027	0.0003	0.0058
O	5.9028	2.5729	22.7388	0.0005	0.0016	-0.0009
O	3.1246	6.2507	18.1314	0.0007	-0.0062	0.0017
O	6.4626	1.836	12.4433	0.0057	0.0055	0.0079
O	7.7157	0.9756	21.0062	0.0011	-0.0016	0.002
O	3.5708	2.8755	21.5642	0.0003	0.0021	0.0019
O	-1.0219	9.0947	24.6959	-0.0001	0.0015	-0.0002
O	-0.6509	0.87	24.9535	-0.0026	0.001	-0.0003
O	1.2174	1.8514	20.0121	0.0004	-0.0032	0.0038
O	6.9742	4.6579	23.9322	-0.0004	0.0002	0.0011
O	-1.8127	-0.0753	19.0075	0.0024	0.0011	0
O	9.8975	8.3082	19.3729	-0.0003	0.0003	0.0028
O	3.5756	13.3936	24.2	-0.0021	0.0011	-0.0008
O	3.2912	9.2414	23.591	-0.0002	0.0009	-0.0003
O	6.8259	6.6382	20.0591	0.0005	-0.0007	0.0006
O	5.1957	-0.1575	16.4832	0	0.0006	-0.0005
O	-6.8623	0.0253	18.9087	0.002	-0.0009	0.0004
O	-0.388	5.5185	14.0942	0.0036	-0.0007	-0.0033
O	-0.7391	8.4331	22.0866	-0.0011	0.0017	0.0035
O	-0.3465	9.6449	17.2331	-0.0016	-0.0009	0.0024
O	8.262	3.019	13.9265	-0.0006	-0.0025	-0.0017
O	-3.3532	4.2809	21.2941	-0.0011	0.0002	0.0022
O	5.1122	8.4855	19.3924	0.0001	-0.0021	0.0011
O	1.8682	3.8864	18.4412	0.0004	0.0006	0.0029
O	10.1213	5.1261	16.7521	0.0012	0.0017	0.0001
O	-4.765	9.3336	24.4758	0.0006	0.0043	0.0052
O	-6.267	4.5281	25.3446	0.0015	-0.0011	-0.0026
O	4.3064	0.4958	22.5735	-0.0045	-0.0041	-0.0003
O	1.3621	-0.835	24.8712	-0.0021	0.003	-0.0024
O	6.6535	0.3497	18.657	-0.0028	0.0001	-0.0002
O	1.7176	0.1697	22.1288	-0.0009	-0.0016	0.0008
O	4.2628	4.3657	19.4757	-0.0016	0.0013	-0.0008
O	0.9061	-2.0516	15.0157	0.0018	-0.0013	0.0041
O	10.2664	11.9945	21.6833	-0.003	0	0.0023
O	8.5378	10.3105	22.8505	0	-0.0018	0.0003
O	3.222	8.0379	16.1073	-0.0013	0.0008	0.002
O	-3.1501	11.1416	25.4874	0.0017	-0.0009	-0.0018
O	11.7498	6.9019	20.6194	-0.0003	-0.0044	0.0054
O	12.6239	7.3795	24.572	-0.0017	-0.004	-0.0029
O	8.3184	4.8415	18.7777	0.0013	-0.0016	0.0008
O	2.7119	5.3951	21.4329	-0.0011	-0.0014	0.0009
O	5.5574	6.8226	24.2585	-0.0005	-0.0014	0.0001
O	2.9416	-0.4117	15.0839	0.0047	-0.0013	0.0032
O	1.4762	6.5591	12.5577	-0.0043	-0.004	0.0088
O	-5.1469	8.1931	22.0099	-0.0006	0.0004	0.0021
O	9.2447	6.2498	20.8967	0.0014	0.0006	0.0022
O	-2.4785	1.9245	23.505	0.0008	-0.0009	0.0043
O	3.865	4.2102	16.7369	0.0056	-0.0067	0.0037
O	11.353	4.2489	20.6782	0.004	0.0013	0.0009
O	-2.8473	5.3814	15.1099	0.0031	-0.004	0.005
O	0.4581	5.6569	22.9278	-0.0005	0.0021	0.0075
O	-0.6338	3.101	18.5096	0.0004	-0.0009	0.0017
O	0.5623	-0.6188	19.8416	-0.0011	0	0.0003
O	5.2928	-0.0791	13.8804	0.0015	0.0008	0.0026
O	0.9156	7.332	17.1707	-0.0015	-0.0003	0.0024
O	7.9884	7.7604	23.4283	0.0006	0.0006	0.0014
O	5.928	9.0197	9.9469	0.0117	0.0068	0.0085
O	1.8414	-5.9977	10.0017	-0.0104	-0.0113	0.0166
O	4.4734	6.9689	27.4735	-0.01	0.0128	0.0009
O	15.0229	1.3699	27.6814	-0.0007	-0.002	-0.0001

Results
free energy: -158353.007 eV
free energy less fixed offsets of O -568.88, Si -635.61 eV per atom: -2.637 eV

The program warned: the cutoff lies below the one the program advises for these potential files; the forces do not sum to zero within the program's tolerance; the exchange-correlation potential is rough where the density is thin.
